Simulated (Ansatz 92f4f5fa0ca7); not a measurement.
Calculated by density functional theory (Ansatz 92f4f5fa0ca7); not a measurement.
Periodic cell of 222 atoms, Si132O88H2, from a study of silicon, its oxide and their interface. The atomic structure is a simulated model.
Doubt: the cutoff is far below the 930 eV that the study's wrapper takes by default for these files, so forces and energies are approximate.
This geometry differs little from another in the collection (a relaxation step or a small displacement).

Settings: functional PBE; potential files Ansatz PAW; basis plane waves; wave-function cutoff 580 eV; density cutoff ratio 5; exchange-correlation grid ratio 1; k mesh 1 x 1 x 1, Gamma-centred; self-consistency stop 5e-08 eV per atom in the density residual; occupations fixed; spin none; net charge 0.

Cell vectors (angstrom)
a	10.938	0	0
b	0	10.938	0
c	0	0	32.3162

Atoms: element, x, y, z (angstrom)
Si	-0.1162	0.1888	24.7744
Si	5.6879	-0.2878	24.7509
Si	2.4306	2.9946	24.9337
Si	8.5411	2.4249	24.6213
Si	0.1891	5.2066	24.9692
Si	5.2953	5.8274	24.9032
Si	2.9367	7.9423	24.8756
Si	7.8945	8.4058	25.0115
Si	1.3364	1.3711	26.2126
Si	6.8605	1.3661	25.9921
Si	4.1335	4.13	26.1145
Si	9.5179	4.0156	26.1445
Si	1.3719	6.8072	26.2157
Si	6.7797	6.8848	26.3588
Si	4.0786	9.584	26.1289
Si	9.6093	9.5787	26.1214
Si	2.734	0.0046	27.522
Si	8.2061	0.0178	27.4833
Si	-0.0309	2.7293	27.5659
Si	5.4991	2.7226	27.4553
Si	2.7639	5.4495	27.5517
Si	8.2057	5.4413	27.5372
Si	-0.0002	8.2085	27.5247
Si	5.3984	8.267	27.6053
Si	4.1018	1.3673	28.8979
Si	9.5708	1.3673	28.8979
Si	1.3673	4.1018	28.8979
Si	6.8362	4.1018	28.8979
Si	4.1018	6.8362	28.8979
Si	9.5708	6.8362	28.8979
Si	1.3673	9.5708	28.8979
Si	6.8362	9.5708	28.8979
Si	0	0	30.2652
Si	5.469	0	30.2652
Si	2.7345	2.7345	30.2652
Si	8.2035	2.7345	30.2652
Si	0	5.469	30.2652
Si	5.469	5.469	30.2652
Si	2.7345	8.2035	30.2652
Si	8.2035	8.2035	30.2652
Si	1.3673	1.3673	31.6324
Si	6.8362	1.3673	31.6324
Si	4.1018	4.1018	31.6324
Si	9.5708	4.1018	31.6324
Si	1.3673	6.8362	31.6324
Si	6.8362	6.8362	31.6324
Si	4.1018	9.5708	31.6324
Si	9.5708	9.5708	31.6324
Si	2.7345	0	0.6835
Si	8.2035	0	0.6835
Si	0	2.7345	0.6835
Si	5.469	2.7345	0.6835
Si	2.7345	5.469	0.6835
Si	8.2035	5.469	0.6835
Si	0	8.2035	0.6835
Si	5.469	8.2035	0.6835
Si	4.1018	1.3673	2.0507
Si	9.5708	1.3673	2.0507
Si	1.3673	4.1018	2.0507
Si	6.8362	4.1018	2.0507
Si	4.1018	6.8362	2.0507
Si	9.5708	6.8362	2.0507
Si	1.3673	9.5708	2.0507
Si	6.8362	9.5708	2.0507
Si	0	0	3.418
Si	5.469	0	3.418
Si	2.7345	2.7345	3.418
Si	8.2035	2.7345	3.418
Si	0	5.469	3.418
Si	5.469	5.469	3.418
Si	2.7345	8.2035	3.418
Si	8.2035	8.2035	3.418
Si	1.4026	1.3479	4.7858
Si	6.8217	1.4051	4.7871
Si	4.0842	4.1165	4.7961
Si	9.5772	4.0901	4.8155
Si	1.3737	6.8173	4.8199
Si	6.8534	6.8256	4.7532
Si	4.0783	9.5948	4.7908
Si	9.6195	9.5243	4.739
Si	2.7325	-0.0223	6.2387
Si	8.2804	0.0261	6.004
Si	0.0784	2.7508	6.1502
Si	5.4579	2.7768	6.1931
Si	2.7216	5.4665	6.2261
Si	8.1839	5.4573	6.1729
Si	0.0053	8.1664	6.1959
Si	5.4845	8.229	6.0658
Si	3.8372	1.668	7.4897
Si	9.9335	1.0486	7.3223
Si	1.5584	3.8973	7.6156
Si	6.5733	4.3908	7.5364
Si	4.3695	6.6656	7.4064
Si	9.2438	7.112	7.4667
Si	1.1705	9.6794	7.5785
Si	7.0838	9.4463	7.276
O	1.332	4.1346	24.4459
O	6.8428	9.5224	24.4158
O	2.6966	2.7607	7.977
O	8.1385	8.2875	7.7411
O	5.4596	5.5466	7.94
O	0.0331	-0.1025	7.9305
O	4.116	6.8831	24.4123
O	9.6872	1.2819	24.2881
O	1.6943	8.9682	8.9993
O	0.9116	4.3921	9.0655
O	9.2677	1.7657	8.6361
O	6.6183	10.1634	8.6745
O	4.5177	1.1838	8.8906
O	3.7999	7.3978	8.7499
O	7.1701	3.8461	8.9636
O	9.5727	6.6706	9.0038
O	2.9246	2.2638	23.5379
O	5.1064	0.1562	23.2778
O	8.1483	2.9682	23.1099
O	10.3759	5.7638	23.6207
O	8.3115	7.493	23.7261
O	2.271	8.4784	23.4681
O	6.1796	5.466	23.5458
O	0.6433	10.5708	23.4067
Si	3.0814	8.4544	9.7466
Si	7.541	3.9177	10.552
Si	-1.1847	3.8466	15.9279
Si	3.4012	2.9472	22.1383
Si	7.0382	0.6477	19.7736
Si	12.3079	-5.7795	17.4916
Si	2.7	9.4677	20.2608
Si	9.2844	6.291	14.8612
Si	2.6714	11.1476	17.6583
Si	-2.0993	9.8632	17.8261
Si	4.7638	0.3583	21.7012
Si	9.2795	12.3366	10.2175
Si	4.4767	11.2845	10.2756
Si	3.3308	1.7099	12.8151
Si	9.1163	8.4821	12.9536
Si	0.9992	9.137	22.686
Si	-0.1294	0.8743	16.4639
Si	-1.1451	0.25	13.8889
Si	0.3311	13.0305	12.1227
Si	5.5969	5.0488	22.077
Si	6.8792	4.8674	15.3457
Si	5.2664	4.2359	12.7224
Si	4.5996	11.2495	15.4025
Si	4.1118	6.6568	20.052
Si	4.4054	5.0886	17.3523
Si	-0.8108	7.0153	17.8783
Si	4.9828	12.9664	17.8161
Si	3.116	6.3045	12.0517
Si	7.924	3.1097	21.4914
Si	9.5993	6.9962	22.9021
Si	9.6931	5.4066	20.457
Si	11.8922	4.789	10.6668
Si	-3.5144	9.9367	14.9759
Si	1.7363	4.6679	20.3831
Si	7.069	10.2411	10.2527
Si	9.4321	6.475	10.6102
O	8.342	5.2971	10.9136
O	9.9353	-1.0407	12.8796
O	19.4067	13.5656	10.9305
O	2.8103	5.8575	20.5876
O	-2.8554	4.0165	16.1801
O	-4.7355	15.0424	14.066
O	0.3276	5.3072	20.8415
O	3.5125	12.0046	11.3424
O	-1.0209	7.3677	13.8411
O	0.0144	6.0715	11.0247
O	1.685	4.26	18.8138
O	7.8784	1.6503	20.7587
O	3.9085	0.7649	14.0061
O	2.2798	10.0361	18.7826
O	1.3218	9.1499	21.0823
O	10.8264	1.2657	10.7698
O	9.8723	0.1511	17.5673
O	9.7049	8.5418	18.2864
O	4.4498	1.9359	21.4191
O	2.992	18.6447	11.1968
O	6.5665	3.9972	21.3062
O	9.0884	3.9193	20.6907
O	3.7308	8.2297	20.0339
O	0.8235	6.6913	17.8416
O	3.4227	-0.4262	21.2691
O	1.3605	11.9561	17.1008
O	1.7062	12.7158	12.9352
O	0.378	3.6361	11.6535
O	9.9367	4.7932	14.5847
O	2.485	16.0809	11.0744
O	-14.2226	6.1722	14.7295
O	5.9666	11.2449	10.9364
O	-2.6694	11.2638	14.5006
O	10.8705	10.9176	15.0979
O	5.6103	5.3516	16.2752
O	4.5205	6.2024	18.5357
O	13.788	5.2036	16.708
O	9.0283	6.4976	21.4657
O	3.491	10.51	16.3752
O	-0.3408	8.2541	22.8078
O	5.3355	6.3299	21.0909
O	5.8274	-0.7085	15.0633
O	2.1159	3.3172	21.2083
O	-3.2208	8.8228	13.7865
O	2.2733	6.5903	13.4215
O	3.6646	1.2673	18.4045
O	4.1833	4.33	22.4512
O	5.9706	-0.1303	20.7294
O	-1.3868	6.7691	16.3899
O	0.0857	4.4075	16.8289
O	-0.8523	1.6852	13.1816
O	4.614	5.7338	12.4764
O	-1.4808	5.9483	18.9341
O	4.0326	14.1134	12.904
O	6.31	1.5692	18.6337
O	-2.9765	9.5025	16.4762
O	10.0748	2.2637	16.0034
O	8.9798	7.8081	11.4638
O	15.6462	3.6166	17.9809
O	3.9884	9.7694	9.978
O	8.5448	-0.0368	10.4616
O	6.1734	3.8514	11.4285
O	7.9021	-0.5382	19.0564
O	5.1586	12.5634	16.2289
H	7.0009	8.9155	10.8684
H	2.5946	6.1586	14.2287

Results
free energy: -133994.818 eV
free energy less fixed offsets of H -15.97, O -568.88, Si -635.61 eV per atom: -0.918 eV

Forces (eV/angstrom), in the order of the atoms: element, x, y, z
Si	-0.002	-0.0193	0.0588
Si	-0.0033	0.01	-0.0071
Si	0.0288	-0.0248	0.0828
Si	0.012	-0.0012	-0.0075
Si	-0.0189	0.0271	-0.0123
Si	0.0209	-0.0129	0.0706
Si	-0.0308	-0.0006	-0.0017
Si	0.0542	-0.0114	0.1118
Si	0.0175	0.0027	-0.0379
Si	-0.0256	0.0222	0.025
Si	-0.004	-0.0157	-0.0291
Si	-0.0177	0.0146	0.0041
Si	-0.0088	0.0293	0.0194
Si	-0.0073	0.0068	-0.0369
Si	-0.0194	0.0202	0.0021
Si	-0.0115	-0.0108	-0.0202
Si	-0.0074	0.0054	0.0147
Si	0.0222	-0.0053	0.0123
Si	0.0015	-0.0044	0.0192
Si	0.0035	-0.0002	0.0056
Si	0.0111	-0.0063	0.0251
Si	0.0051	0.0058	0.0104
Si	-0.0035	0.0007	-0.0008
Si	0.0019	-0.026	0.0209
Si	0.2276	0.0688	-0.3223
Si	-0.2577	-0.1371	0.1706
Si	-0.006	-0.0282	0.0978
Si	-0.0699	-0.243	-0.1105
Si	-0.2369	0.0238	0.4434
Si	0.0624	-0.0893	-0.0928
Si	0.0346	-0.0018	-0.0404
Si	0.0965	0.385	0.0588
Si	-0.0511	-0.0054	-0.0276
Si	0.1199	0.0422	0.0171
Si	-0.0343	0.0372	-0.0301
Si	-0.0123	-0.0802	0.0052
Si	0.0622	0.0362	0.0127
Si	-0.0295	0.038	-0.0367
Si	-0.0224	-0.1239	0.0344
Si	-0.0415	0.0007	-0.0494
Si	0.0129	-0.0379	-0.0118
Si	-0.0354	0.0549	-0.0101
Si	0.0168	0.0022	-0.0118
Si	-0.0397	-0.0122	-0.0373
Si	-0.0296	0.0617	-0.0012
Si	0.0239	-0.0171	-0.0135
Si	-0.0079	0.0163	-0.0423
Si	0.0421	-0.026	-0.0134
Si	0.0305	-0.0381	0.0232
Si	-0.0295	0.0134	0.0056
Si	0.0028	0.032	0.0147
Si	0.0339	-0.0489	0.0191
Si	-0.0123	0.0231	0.0172
Si	0.0337	0.0134	0.0247
Si	-0.0025	-0.0486	0.0294
Si	-0.0326	0.0115	0.0137
Si	0.0186	0.0833	-0.0191
Si	0.0021	-0.045	0.0374
Si	-0.0176	-0.0453	0.0422
Si	-0.0115	0.0242	-0.008
Si	0.0498	-0.0167	0.0278
Si	-0.0573	0.0466	-0.0147
Si	-0.0143	0.0437	-0.0284
Si	0.0496	-0.0124	0.0467
Si	0.2372	0.0034	-0.1596
Si	-0.0783	0.1534	0.0922
Si	0.1696	-0.0851	-0.0464
Si	-0.0037	0.1582	0.0302
Si	-0.0384	-0.0268	0.2114
Si	-0.1114	-0.0131	-0.0823
Si	-0.1301	-0.0108	0.167
Si	0.1424	-0.1803	-0.3259
Si	0.0224	-0.0161	-0.0135
Si	-0.0208	0.0141	-0.0111
Si	0.0002	-0.0142	-0.0296
Si	0.0023	0.0141	-0.0073
Si	-0.0044	0.007	-0.0133
Si	-0.0027	0.007	-0.0365
Si	-0.0083	-0.0034	-0.0252
Si	-0.0089	0.0092	-0.0309
Si	0.0043	-0.0049	0.0118
Si	0.0089	0.0172	0.0158
Si	-0.0453	0.0034	-0.0014
Si	0.0212	-0.0324	0.0025
Si	-0.0217	0.0251	-0.0074
Si	0.0241	-0.0222	0.0133
Si	0.0185	-0.0302	-0.0065
Si	-0.0208	0.0136	0.017
Si	0.0174	-0.0227	-0.058
Si	-0.0264	0.0071	-0.0379
Si	0.0095	0.0034	0.0254
Si	0.0134	-0.0249	-0.0371
Si	-0.0234	0.0505	-0.0396
Si	0.0058	-0.0162	-0.0211
Si	0.0292	0.0296	-0.0199
Si	-0.0349	0.0304	-0.0282
O	-0.0082	-0.0018	-0.0412
O	-0.0312	0.026	-0.0349
O	-0.0162	0.0093	0.016
O	0.0197	-0.0305	0.0165
O	0.0222	-0.0156	0.026
O	0.0163	-0.0138	0.03
O	-0.0012	0.0048	-0.0358
O	-0.0029	0.0118	-0.0142
O	-0.0041	-0.0084	0.0073
O	-0.0136	0.0117	0.0168
O	-0.0066	0.0069	0.0224
O	0.0078	0.0086	0.0397
O	0.0065	-0.0156	0.0437
O	-0.0057	-0.0024	0.0302
O	0.0181	-0.0083	0.0422
O	-0.0011	0.0003	0.0272
O	0.0077	-0.0025	-0.0443
O	-0.0116	0.0046	-0.0296
O	-0.011	0.0089	-0.0318
O	-0.0099	0.0126	-0.0037
O	0.015	-0.0321	-0.0558
O	-0.0024	0.0049	-0.0059
O	0.0041	-0.0114	-0.0405
O	0.0173	-0.0162	-0.0348
Si	-0.0101	0.0141	0.0071
Si	-0.0017	-0.001	0.0072
Si	-0.0005	-0.0068	0.0028
Si	0.0027	-0.0119	0.0043
Si	-0.0011	0.0034	-0.0037
Si	-0.0058	-0.0074	0.0006
Si	-0.0082	0.0132	0.0072
Si	-0.0046	0.0058	0.0116
Si	0.0005	-0.0033	0.002
Si	-0.0003	-0.0016	-0.0047
Si	-0.0119	-0.0008	0.0066
Si	-0.0017	0.0092	-0.0013
Si	-0.0067	-0.0036	-0.0035
Si	0.0026	-0.0043	0.0078
Si	-0.0033	-0.0029	0.0061
Si	-0.0206	-0.0011	0.0043
Si	-0.0033	0.0057	0.0018
Si	-0.0003	0.0018	0.0073
Si	-0.0032	0.0059	0.009
Si	0.0177	-0.0042	0.007
Si	-0.0008	-0.0015	0
Si	0.0037	0.0019	0.0058
Si	-0.0038	-0.0018	-0.0002
Si	0.0013	0.0045	-0.0099
Si	0.009	0.0003	-0.0076
Si	-0.0018	-0.0019	-0.0001
Si	0.0004	-0.002	0.0027
Si	-0.0053	0.0039	0.0138
Si	-0.0018	0.0142	0.0037
Si	0.0263	0.017	0.0027
Si	-0.0124	-0.0015	0.0003
Si	-0.0026	0.0035	0.0024
Si	-0.0037	-0.0061	0.0058
Si	-0.0082	-0.0008	-0.0164
Si	-0.0174	0.0176	-0.0146
Si	0.0047	-0.0117	0.0069
O	0.0023	0.0063	-0.0105
O	0.0033	0.0048	-0.0075
O	-0.0027	-0.0011	-0.0107
O	-0.0015	-0.0062	-0.0027
O	0.0014	-0.0012	-0.0004
O	-0.0019	-0.0005	-0.0018
O	0.0116	-0.0062	-0.002
O	-0.0039	0.0037	-0.0015
O	-0.0046	-0.0079	0.0084
O	-0.0057	0.0042	-0.0136
O	-0.0085	0.0147	0.0079
O	-0.0017	-0.0092	0.0011
O	-0.0013	0.0019	-0.0029
O	0.0022	0.0065	-0.0005
O	0.0123	-0.001	-0.0153
O	0.011	-0.0012	-0.0028
O	0.002	-0.0003	-0.0034
O	-0.0028	0.0032	0.0024
O	0.0019	-0.0027	0.0064
O	-0.0029	-0.0175	0.0187
O	0.0015	-0.003	0.0076
O	0.005	0.0083	0.0044
O	0.0033	-0.008	0.0047
O	-0.0044	-0.0028	0.004
O	0.0004	-0.0088	-0.0055
O	-0.0029	-0.0008	0.0011
O	0.0001	-0.001	-0.0034
O	-0.0019	-0.0145	0.0015
O	0.0007	0.0018	-0.0037
O	0.0088	-0.0001	-0.0039
O	0.0087	0.0042	-0.0026
O	0.0185	-0.0101	-0.0073
O	-0.0003	0.0013	-0.0018
O	0.001	-0.0017	-0.0031
O	-0.009	-0.0026	0.0076
O	-0.0052	-0.0032	0.0012
O	0.004	-0.002	0.0041
O	0.0033	-0.014	-0.0119
O	0.0014	0.0004	-0.0015
O	0.0005	-0.0105	0.0088
O	-0.0086	0.0132	-0.0096
O	0.0018	0.0024	-0.0017
O	-0.0125	0.0109	-0.0041
O	-0.0005	0.0004	-0.0055
O	0.0123	-0.0074	0.0143
O	0.0022	0.0037	-0.0023
O	0.0009	-0.0019	0.0047
O	0.0084	-0.0005	-0.0015
O	-0.005	-0.008	-0.016
O	0.0062	-0.0021	0.0005
O	-0.0037	-0.003	-0.0043
O	0.0013	-0.0046	-0.0101
O	0.0062	0.005	-0.0047
O	-0.0017	-0.0022	-0.0084
O	-0.0076	0.0021	-0.0029
O	0.0017	0.0021	0.0001
O	-0.0003	0.0092	0.0027
O	0.0016	0.0029	-0.0077
O	-0.0029	0.0051	-0.0028
O	0.0117	0.0178	-0.0107
O	-0.0073	-0.0096	-0.0056
O	-0.0069	0.001	-0.0067
O	0.0036	-0.0032	0.003
O	-0.0008	-0.0002	-0.0015
H	-0.0009	-0.0033	0.0085
H	-0.0121	0.0032	-0.0191

The program warned: the cutoff lies below the one the program advises for these potential files; the exchange-correlation potential is rough where the density is thin.
